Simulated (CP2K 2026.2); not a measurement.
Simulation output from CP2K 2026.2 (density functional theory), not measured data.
Periodic cell of 534 atoms, Si358O176, from a study of silicon, its oxide and their interface. The atomic structure is a simulated model.
Doubt: the forces sum to 1.67 eV/angstrom along one axis rather than to zero, so they err by at least 0.0031 eV/angstrom per atom on average; the grid cutoff is modest.

Settings: functional PBE; method Gaussian and plane waves; basis set DZVP-MOLOPT-SR-GTH; pseudopotentials GTH-PBE; grid cutoff 400 Ry, relative cutoff 50 Ry; k points Gamma only; occupations fixed; spin none; net charge 0.

Cell vectors (angstrom)
a 16.4025 0 0
b 0 16.4025 0
c 0 0 35.5621

Atoms and the computed forces on them: element, x, y, z (angstrom), force x, y, z (eV/angstrom)
Si 0.485 -0.345 0.398 -0.45 0.392 -0.013
Si 3.232 2.738 -0.179 -0.149 0.009 0.143
Si -1.1 4.233 -0.485 0.179 0.338 0.423
Si 3.582 7.6 0.086 -0.257 0.351 0.217
Si 0.05 11.014 -0.009 0.287 0.01 -0.114
Si 2.018 14.364 -0.098 0.416 -0.288 -0.219
Si 5.559 0.582 -0.381 -0.01 0.065 0.342
Si 8.31 2.686 -0.316 -0.069 -0.07 0.215
Si 5.343 5.932 0.099 0.164 -0.047 -0.232
Si 7.879 8.572 0.486 -0.322 -0.024 -0.291
Si 5.6 10.598 0.34 0.013 -0.001 -0.508
Si 8.415 13.324 0.053 -0.02 -0.041 0.008
Si 10.546 0.323 -0.488 0.142 -0.283 0.585
Si 13.425 2.163 -0.634 -0.071 0.244 0.343
Si 11.439 6.426 -0.605 0.043 0.336 0.412
Si 13.884 8.526 0.094 0.535 0.175 0.064
Si 10.44 10.912 -0.073 -0.266 0.179 0.141
Si 14.156 13.207 -0.039 0.001 0.14 -0.042
Si 1.543 1.559 1.28 0.532 0.036 0.202
Si 4.317 4.189 1.352 -0.283 -0.015 -0.179
Si 1.248 6.553 1.681 0.176 0.241 -0.635
Si 4.149 9.373 1.675 -0.09 -0.396 -0.295
Si 1.487 12.397 1.208 -0.048 -0.143 0.069
Si 3.902 14.981 1.257 0.043 0.002 0.103
Si 6.96 1.513 1.257 -0.02 -0.03 -0.144
Si 9.625 4.239 0.953 0.167 0.004 -0.223
Si 6.785 6.886 1.639 0.131 0.284 -0.047
Si 9.474 9.742 1.696 -0.084 -0.05 -0.206
Si 6.78 12.316 1.434 0.007 -0.117 -0.101
Si 9.661 15.017 1.121 -0.081 0.143 -0.347
Si 12.183 1.243 1.106 -0.093 -0.113 -0.133
Si 15.822 5.019 1.583 -0.11 -0.452 0.124
Si 12.383 7.259 1.365 -0.082 -0.229 0.082
Si 15.265 9.682 1.509 0.029 0.05 -0.249
Si 12.31 12.163 1.11 0.035 -0.034 -0.217
Si 15.114 14.93 1.401 -0.096 -0.298 -0.079
Si 0.151 2.939 2.663 -0.104 0.08 -0.056
Si 2.843 0.14 2.721 -0.021 0.141 -0.103
Si 0.117 8.242 2.85 -0.048 0.063 0.2
Si 2.87 5.393 2.867 0.275 0.022 0.074
Si 0.093 13.618 2.763 -0.017 -0.07 0.145
Si 2.784 10.975 2.713 -0.113 0.154 -0.027
Si 5.628 2.803 2.712 0.022 -0.019 0.129
Si 8.272 -0.008 2.545 -0.029 0.004 -0.026
Si 5.527 8.198 3.092 -0.113 -0.136 0.161
Si 8.36 5.476 2.629 -0.109 -0.009 0.04
Si 5.368 13.71 2.677 0.003 -0.003 0.12
Si 8.118 11.086 2.957 -0.088 0.12 0.158
Si 10.983 2.837 2.436 0.045 -0.016 0.066
Si 13.665 -0.014 2.555 -0.107 0.128 0.077
Si 10.935 8.341 2.85 0.092 -0.03 -0.034
Si 13.792 5.73 2.644 0.019 0.127 -0.048
Si 11.064 13.698 2.553 0.003 -0.05 -0.148
Si 13.688 10.971 2.709 0.027 0.056 -0.003
Si 1.491 4.074 4.225 -0.06 -0.129 0.025
Si 4.238 1.44 4.11 -0.035 -0.075 -0.116
Si 1.435 9.653 4.166 -0.072 0.03 -0.111
Si 4.132 6.781 4.302 0.064 0.144 -0.097
Si 1.44 15.108 4.052 -0.021 -0.111 -0.008
Si 4.127 12.318 4.123 0.026 -0.012 -0.021
Si 6.993 4.139 4.084 -0.022 -0.018 -0.05
Si 9.641 1.422 3.917 -0.023 0.004 -0.097
Si 6.878 9.627 4.33 0.067 -0.001 -0.061
Si 9.618 6.848 4.103 0.07 -0.032 -0.071
Si 6.853 15.079 3.984 -0.041 0.049 -0.102
Si 9.655 12.448 4.086 -0.17 0.012 -0.035
Si 12.409 4.164 3.892 -0.108 0.093 -0.145
Si 15.064 1.45 3.898 0.105 0.042 -0.114
Si 12.353 9.661 4.171 0.009 -0.094 -0.084
Si 15.062 6.956 4.195 -0.02 -0.008 0.037
Si 12.367 15.051 4.009 -0.001 -0.008 0.029
Si 15.049 12.317 4.121 0.109 0.051 -0.087
Si 0 0.002 10.926 0.001 -0.003 -0.009
Si 2.715 2.698 10.934 0.021 0.049 0.002
Si -0.012 5.436 10.922 0.002 0.021 -0.001
Si 2.687 8.182 10.945 0.015 0.061 0.012
Si -0.03 10.935 10.955 0.032 -0.023 0.014
Si 2.718 13.664 10.939 0.023 -0.009 0
Si 5.46 -0.019 10.947 0.011 -0.008 0.007
Si 8.223 2.702 10.948 0.019 0.026 0.008
Si 5.454 5.429 10.936 0.022 0.03 0.01
Si 8.173 8.178 10.911 0.03 0.016 -0.003
Si 5.429 10.935 10.921 -0.001 0.015 0.006
Si 8.186 13.674 10.922 -0.014 0.017 -0.02
Si 10.945 -0.004 10.931 0.03 0.002 -0.006
Si 13.679 2.719 10.917 -0.007 0.018 0
Si 10.946 5.43 10.919 0.013 0.011 -0.008
Si 13.648 8.174 10.939 0.004 0.05 0.018
Si 10.922 10.936 10.927 -0.025 0.029 -0.004
Si 13.666 13.685 10.941 0.04 -0.034 -0.009
Si 1.351 1.344 12.33 -0.003 -0.036 0.029
Si 4.066 4.064 12.304 -0.01 -0.027 -0.004
Si 1.315 6.803 12.316 -0.013 -0.028 0.002
Si 4.036 9.574 12.286 0.007 -0.06 -0.018
Si 1.345 12.3 12.309 -0.01 -0.017 0.003
Si 4.079 15.018 12.313 -0.005 -0.029 0.015
Si 6.832 1.338 12.31 -0.003 0.013 -0.005
Si 9.587 4.071 12.302 -0.029 0.044 -0.002
Si 6.797 6.818 12.291 -0.023 -0.007 0.01
Si 9.53 9.55 12.263 -0.028 -0.064 0.004
Si 6.787 12.315 12.269 0.041 -0.014 0.001
Si 9.557 15.027 12.288 -0.023 -0.05 -0.012
Si 12.317 1.359 12.288 -0.014 0.007 -0.016
Si 15.047 4.06 12.298 0.017 0.02 -0.016
Si 12.297 6.781 12.301 -0.055 -0.016 0.017
Si 14.999 9.543 12.312 -0.027 -0.035 0.004
Si 12.297 12.293 12.298 -0.009 -0.01 0.025
Si 15.052 15.037 12.304 -0.029 0.022 -0.003
Si -0.018 2.707 13.711 -0.07 0.06 -0.018
Si 2.695 -0.057 13.698 0.04 0.047 -0.031
Si -0.088 8.138 13.695 -0.001 0.088 0.01
Si 2.663 5.408 13.674 0.023 0.032 0.026
Si -0.007 13.658 13.689 0.008 -0.058 0.011
Si 2.671 10.917 13.689 0.01 0.016 0.035
Si 5.422 2.675 13.661 0.035 0.055 0.011
Si 8.184 -0.044 13.682 -0.014 -0.014 0.048
Si 5.359 8.166 13.625 0.017 0.075 0.014
Si 8.178 5.433 13.63 0.059 -0.043 0.01
Si 5.424 13.641 13.686 0.004 -0.028 0.018
Si 8.116 10.902 13.596 0.003 0.075 -0.011
Si 10.941 2.687 13.673 0.018 -0.004 0.026
Si 13.695 0.015 13.652 0.017 -0.068 -0.04
Si 10.877 8.147 13.614 -0.005 0.052 0.004
Si 13.667 5.391 13.665 0.027 0.013 0.022
Si 10.909 13.65 13.648 -0.043 0.005 -0.007
Si 13.632 10.901 13.688 0.007 -0.027 0.001
Si 1.33 4.052 15.111 0.1 0.002 0.059
Si 4.074 1.292 15.052 -0.023 -0.042 0.033
Si 1.256 9.545 15.027 -0.12 -0.13 0.036
Si 3.992 6.808 15.018 0.025 -0.024 0.001
Si 1.35 14.987 15.111 -0.038 -0.018 0.09
Si 4.034 12.288 15.068 0.04 0.032 0.043
Si 6.798 4.065 14.977 -0.076 -0.007 -0.075
Si 9.564 1.323 15.039 0.028 0.066 -0.012
Si 6.675 9.59 14.946 0.006 -0.187 0.04
Si 9.512 6.807 15.006 -0.029 0.01 0.023
Si 6.796 14.997 15.061 0.056 0.031 0.03
Si 9.511 12.226 14.945 -0.05 -0.068 -0.011
Si 12.349 3.999 15.047 -0.075 0.015 0.061
Si 15.032 1.341 15.092 -0.013 -0.037 0.071
Si 12.239 9.473 14.997 -0.036 0.037 -0.036
Si 14.965 6.737 15.099 -0.038 -0.005 0.052
Si 12.29 15.066 14.957 0.102 -0.004 -0.025
Si 15.007 12.295 15.039 0.032 0.012 -0.058
Si 0 -0.016 16.472 -0.027 -0.006 0.08
Si 2.722 2.633 16.442 -0.026 0.045 0.104
Si -0.076 5.373 16.521 -0.047 0.027 -0.068
Si 2.533 8.112 16.39 0.029 0.14 -0.014
Si -0.094 10.902 16.441 0.048 0.039 0.115
Si 2.725 13.634 16.523 -0.05 -0.094 -0.038
Si 5.415 -0.062 16.473 0.001 0.037 -0.028
Si 8.124 2.672 16.34 0.077 -0.01 0.075
Si 5.417 5.438 16.303 0.02 -0.028 0.188
Si 8.021 8.21 16.255 0.017 0.148 -0.099
Si 5.304 10.854 16.439 0.042 0.052 0.07
Si 8.175 13.559 16.339 0.004 -0.137 0.033
Si 10.999 -0.003 16.397 -0.098 -0.038 -0.01
Si 13.646 2.618 16.541 0.028 0.038 0.008
Si 10.944 5.401 16.301 0.042 0.027 -0.01
Si 13.499 8.063 16.426 0.054 -0.011 0.177
Si 10.835 10.826 16.306 -0.041 0.011 0.073
Si 13.627 13.716 16.317 0.059 0.124 0.053
Si 1.439 1.242 17.92 0.082 -0.07 0.06
Si 4.151 4.025 17.701 0.278 -0.06 -0.13
Si 1.223 6.798 17.886 -0.119 0.117 0.127
Si 3.756 9.522 17.785 -0.062 -0.001 0.028
Si 1.319 12.236 17.856 -0.033 0.031 -0.067
Si 4.117 14.97 17.949 0.063 -0.047 0.06
Si 6.852 1.277 17.785 -0.014 -0.045 -0.053
Si 9.484 4.12 17.586 -0.031 0.006 -0.292
Si 6.641 6.922 17.667 -0.106 -0.142 -0.1
Si 9.406 9.464 17.653 0.199 -0.282 0.194
Si 6.775 12.204 17.735 0.045 0.057 -0.016
Si 9.704 14.862 17.582 0.102 -0.073 0.028
Si 12.222 1.314 17.985 0.007 -0.003 0.137
Si 15.093 3.891 17.927 -0.079 0.048 0.156
Si 12.179 6.643 17.89 -0.125 0.088 0.262
Si 14.837 9.503 17.725 0.042 -0.162 -0.239
Si 12.226 12.289 17.519 -0.077 -0.071 -0.215
Si 14.913 15.093 17.788 -0.069 0.029 -0.119
Si 0.071 2.521 19.376 0.142 0.025 0.242
Si 2.85 -0.064 19.437 -0.163 0.134 0.206
Si -0.299 8.233 19.218 0.146 -0.034 0.015
Si 2.699 5.295 19 -0.082 -0.055 0.28
Si -0.093 13.707 19.022 0.038 -0.018 0.108
Si 2.444 10.789 19.412 0.046 0.2 0.237
Si 5.622 2.797 19.178 -0.154 0.27 0.029
Si 8.289 -0.319 18.878 -0.184 0.072 0.09
Si 5.072 8.111 19.057 0.157 -0.021 0.303
Si 8.454 5.884 18.739 -0.091 0.097 0.371
Si 5.492 13.499 19.235 0.208 -0.117 0.223
Si 8.112 10.804 19.092 -0.17 -0.35 0.259
Si 10.649 2.803 19.118 -0.066 -0.29 0.136
Si 13.624 -0.104 19.458 -0.003 -0.008 0.143
Si 10.147 7.612 19.008 -0.01 0.233 -0.719
Si 13.657 5.155 19.301 0.092 0.03 -0.026
Si 10.969 13.494 19.054 0.147 0.26 0.01
Si 13.471 10.976 18.917 -0.087 0.065 -0.136
Si 1.793 3.738 20.518 -0.141 -0.054 -0.206
Si 4.187 1.67 20.68 -0.1 -0.005 -0.007
Si 0.412 9.919 20.795 -0.038 -0.136 -0.12
Si 4.039 6.408 20.54 -0.278 0.145 -0.119
Si 1.085 15.06 20.564 0.078 -0.096 0.076
Si 4.3 11.86 20.528 0.127 -0.041 -0.024
Si 6.573 4.43 20.694 0.149 -0.04 -0.036
Si 9.161 1.302 20.251 0.285 0.008 0.092
Si 6.376 9.578 20.293 -0.093 0.222 -0.045
Si 10.238 8.543 21.203 -0.259 0.043 0.147
Si 7.31 14.563 20.428 -0.022 -0.086 -0.174
Si 9.508 12.232 20.378 -0.234 0.503 0.115
Si 11.848 4.198 20.582 -0.005 -0.255 0.051
Si 15.358 0.956 20.838 -0.051 0.141 -0.108
Si 11.269 10.598 21.202 -0.3 -0.189 0.452
Si 14.628 6.945 20.536 0.048 -0.161 0.014
Si 12.569 14.425 20.616 -0.019 -0.051 0.033
Si 14.835 12.317 20.192 0.254 0.352 0.307
Si -6.12 -4.415 27.397 -0.137 -0.161 0.073
Si 1.619 4.208 25.451 -0.258 -0.078 0.137
Si -2.312 8.029 25.412 -0.14 -0.122 0.277
Si 1.295 11.385 24.968 -0.045 0.123 0.471
Si -1.157 19.597 26.232 -0.031 0.089 0.22
Si 6.845 0.794 22.006 -0.001 -0.15 -0.003
Si 7.862 4.89 23.321 0.231 0.006 0.181
Si -0.199 7.791 23.062 -0.222 0.034 0.049
Si 7.599 8.043 22.736 0.007 -0.039 0.16
Si 2.458 13.088 22.721 -0.031 0.116 0.141
Si 7.761 21.038 26.359 0.189 0.082 0.001
Si 9.525 0.907 23.21 0.141 0.056 0.191
Si 15.022 1.417 23.876 0.035 -0.005 0.568
Si 10.784 3.675 23.422 -0.03 0.056 0.36
Si 11.843 7.047 21.592 -0.171 0.253 0.271
Si 9.75 12.025 24.573 -0.095 0.005 0.271
Si 11.097 14.674 23.513 0.061 0.088 0.278
Si 0.912 1.427 25.723 0.059 -0.05 0.24
Si 1.96 5.7 22.786 0.112 -0.044 -0.105
Si -3.254 11.8 27.731 0.112 -0.051 0.022
Si 3.176 13.469 25.414 -0.107 -0.121 0.246
Si 2.721 15.876 27.177 -0.216 0.021 -0.152
Si -2.498 3.958 29.056 0.014 0.138 -0.217
Si 10.177 6.354 26.875 -0.031 0.048 -0.046
Si 5.056 11.422 26.413 0.011 -0.041 -0.01
Si 11.803 8.058 30.481 0.028 0.153 -0.43
Si 4.012 17.807 28.926 -0.063 0.005 0.028
Si 3.036 15.171 29.865 -0.027 -0.003 0.057
Si 12.088 6.027 24.622 -0.058 -0.031 0.169
Si 9.009 9.248 27.27 0.015 -0.052 0.014
Si 14.251 13.191 30.012 0.113 -0.21 -0.318
Si 11.112 5.312 29.551 -0.006 -0.044 -0.258
Si 15.528 10.537 30.683 -0.065 -0.03 -0.313
Si 13.844 17.474 30.156 0.021 -0.018 -0.385
Si 1.863 3.198 30.051 -0.044 0.22 -0.023
Si 3.368 4.361 32.652 -0.231 0.205 -0.29
Si 3.339 6.258 27.148 0.047 0.057 -0.005
Si 2.789 9.215 26.681 -0.026 0.029 0.074
Si -2.589 15.112 25.008 0.115 -0.054 0.162
Si 6.13 22.497 28.131 -0.015 0.246 -0.008
Si 1.773 7.731 29.076 -0.05 0.165 0.027
Si 7.014 2.329 28.485 0.038 0.036 -0.1
Si -1.655 12.331 25.299 0.188 0.17 0.154
Si 9.069 8.578 31.209 -0.283 0.374 -0.299
Si 6.592 10.185 31.722 0.021 0.105 -0.147
Si 6.858 13.135 31.449 0.177 -0.219 -0.103
Si 12.434 10.495 24.143 -0.03 -0.051 0.448
Si 10.397 -1.885 28.823 0.083 -0.049 0.032
Si 13.702 8.966 32.632 0.222 0.097 -0.287
Si 14.006 9.011 28.368 0.131 0.108 0.039
Si 7.756 15.758 28.464 0.02 -0.106 0.051
Si 13.407 15.367 28.132 0.037 -0.013 -0.082
Si 1.693 6.947 31.912 -0.058 -0.04 -0.196
Si 0.037 1.099 31.423 0.105 -0.06 -0.269
Si 4.184 9.788 33.501 0.005 0.026 -0.117
Si 0.01 5.634 29.84 -0.028 -0.056 -0.073
Si 5.597 13.625 28.683 0.015 0.086 0.072
Si 1.271 14.906 32.41 -0.103 0.038 -0.255
Si 6.528 4.424 33.137 -0.101 0.065 -0.118
Si 7.977 4.476 30.27 0.046 0.08 -0.269
Si 6.881 8.669 29.319 -0.063 0.076 -0.053
Si 10.05 8.115 34.038 -0.056 -0.046 0.011
Si 8.863 14.998 31.141 0.022 -0.245 -0.083
Si 7.179 15.252 33.326 -0.027 -0.21 -0.324
Si 14.314 6.472 33.766 0.073 -0.063 -0.328
Si 14.466 -1.899 32.744 0.194 -0.117 -0.334
Si 7.546 10.198 24.798 0.043 0.026 0.182
Si 15.544 1.654 34.179 0.503 -0.128 -0.172
Si 12.554 16.942 32.801 -0.336 0.106 -0.379
Si 17.698 9.739 32.781 0.067 -0.201 -0.243
O 2.091 -1.982 33.748 0.009 0.109 0.514
O 5.006 -0.86 35.712 -0.044 0.08 0.089
O 0.803 2.02 30.351 -0.046 -0.087 0.187
O 2.846 3.7 34.064 0.091 -0.256 0.441
O -0.069 2.942 34.912 -0.507 0.114 -0.523
O -0.668 1.994 32.582 -0.056 -0.089 0.399
O 3.716 8.411 34.233 -0.117 -0.193 0.009
O 5.836 7.613 28.659 -0.173 0.104 -0.177
O 2.856 10.254 32.661 0.229 0.08 0.214
O 0.615 10.363 34.129 -0.184 -0.02 0.456
O -0.297 14.356 32.541 -0.23 -0.102 -0.098
O 4.381 12.378 25.278 -0.097 0.17 -0.267
O 6.411 0.185 33.831 -0.138 -0.066 0.002
O 4.312 1.595 34.802 0.037 0.006 0.164
O 7.321 3.239 33.998 -0.023 -0.181 0.175
O 7.526 4.716 31.838 0.08 0.011 0.36
O 2.002 7.041 35.788 -0.069 0.006 0.547
O 6.244 5.62 34.24 -0.33 0.225 0.395
O 8.62 7.823 34.792 0.178 -0.298 -0.006
O 6.818 9.627 35.285 -0.01 -0.185 0.69
O 4.628 10.957 34.57 0.002 0.164 0.284
O 5.495 9.384 32.613 -0.117 -0.224 0.041
O 8.573 15.747 32.565 0.033 0.054 0.212
O 7.567 14.19 34.496 -0.226 -0.047 -0.112
O 9.4 1.502 34.732 0.177 -0.189 0.035
O 11.299 -0.166 33.632 -0.003 -0.02 0.103
O 12.582 2.032 33.498 0.08 0.133 0.099
O 13.719 3.748 35.338 0.041 -0.003 -0.363
O 10.526 5.112 35.376 -0.431 -0.53 0.177
O 12.699 6.147 33.911 0.276 -0.147 -0.083
O 14.823 7.239 35.132 0.08 -0.247 0.145
O 10.532 9.706 34.319 0.06 -0.082 0.037
O 6.216 14.405 32.269 0.143 0.388 0.217
O 9.382 12.114 34.934 0.109 0.213 0.24
O 13.766 13.847 31.413 0.024 0.313 0.37
O 13.915 16.039 33.014 0.197 0.211 0.068
O 1.179 4.776 21.668 -0.253 -0.316 -0.176
O 2.332 5.172 26.528 -0.093 -0.046 -0.151
O 5.25 1.263 21.957 0.039 -0.232 0.136
O -1.95 2.622 24.881 -0.263 -0.014 -0.384
O 0.355 9.127 22.272 0.054 0.159 -0.043
O -6.386 12.919 28.709 -0.125 0.049 0.186
O 3.229 6.441 22.024 0.075 0.15 -0.109
O 1.079 6.88 23.468 -0.134 0.162 0.01
O 3.513 14.648 26.462 0.233 0.024 -0.102
O 1.486 13.95 21.741 -0.161 -0.121 -0.248
O 3.773 12.592 21.91 -0.019 0.09 -0.16
O 2.916 14.095 23.932 0.056 0.092 0.022
O 5.366 5.521 20.859 0.266 -0.267 -0.069
O 6.979 4.036 22.253 -0.259 -0.415 -0.339
O 9.981 0.87 21.632 0.111 0.18 -0.13
O 7.617 1.694 20.838 0.17 0.296 -0.151
O 5.438 10.744 21.069 -0.245 -0.094 -0.422
O 6.809 8.394 21.361 0.049 -0.339 -0.024
O 7.941 5.196 20.183 0.259 -0.098 -0.123
O 9.159 8.4 22.467 0.255 0.001 -0.042
O 6.854 15.575 21.666 0.03 0.191 0.006
O 7.438 20.752 24.801 0.12 -0.146 -0.285
O 8.419 13.434 21.001 0.32 -0.059 -0.34
O 12.238 10.39 19.886 -0.173 0.078 0.059
O 11.718 3.471 22.085 0.314 -0.093 -0.483
O 11.738 4.422 24.552 -0.138 -0.044 -0.284
O 14.893 1.712 22.271 0.1 0.036 -0.419
O 16.447 -0.243 21.281 -0.051 0.101 -0.262
O 10.929 10.886 24.658 -0.082 0.04 0
O 12.305 10.509 22.519 -0.065 -0.034 -0.475
O 15.305 6.858 22.055 0.105 -0.023 -0.108
O 13.176 7.687 20.871 0.072 0.173 -0.023
O 10.125 15.946 23.871 -0.086 -0.112 -0.049
O 11.713 14.763 22.004 0.295 0.028 -0.417
O 15.774 11.219 21.064 0.148 -0.073 -0.011
O 13.798 13.336 21.076 -0.397 0.1 -0.357
O -2.154 2.624 29.911 0.29 -0.159 0.098
O 2.859 5.944 32.524 0.222 -0.01 0.104
O -1.003 8.171 24.443 0.499 0.229 -0.296
O -4.25 6.594 23.114 0.031 -0.051 0.01
O -0.265 1.911 26.783 0.127 -0.186 -0.117
O 1.761 11.758 23.429 -0.046 -0.133 -0.313
O -9.475 9.044 23.843 -0.072 -0.193 -0.046
O -2.896 11.642 24.533 0.074 0.081 -0.258
O -2.985 16.878 28.709 0.092 0.233 0.247
O 0.207 17.619 24.26 0.093 0.107 -0.1
O 7.104 6.061 26.827 0.113 0.136 0.053
O 2.024 2.627 25.65 0.223 -0.009 0.061
O 7.866 0.972 23.318 -0.241 0.186 -0.343
O 7.499 6.482 23.191 -0.172 0.186 0.136
O 4.078 10.2 26.893 0.18 -0.088 0.21
O 3.308 7.686 26.287 -0.106 0.069 -0.262
O 10.364 8.843 30.212 -0.093 0.067 0.098
O 8.204 9.838 31.842 0.035 0.026 0.286
O 4.758 21.918 27.463 -0.052 -0.274 0.107
O 1.574 16.426 26.171 -0.222 -0.203 0.035
O 7.206 19.772 27.226 0.089 -0.147 0.151
O 5.47 18.512 28.957 0.061 0.214 0.297
O 10.232 2.212 23.938 0.166 -0.066 0.084
O 9.475 4.625 23.116 -0.01 0.067 -0.02
O 16.371 4.306 25.697 0.15 0.104 -0.2
O 19.399 2.752 21.212 -0.059 0.022 -0.25
O 11.222 5.721 20.811 0.07 -0.085 0.246
O 9.346 4.963 26.598 0.025 -0.046 -0.11
O 11.202 5.956 28.057 0.211 0.16 0.087
O 8.366 11.366 23.968 0.063 0.144 -0.404
O 8.658 9.448 25.711 0.143 -0.132 -0.296
O 13.499 6.485 25.318 0.188 -0.081 0.055
O 12.311 14.652 24.598 -0.222 0.046 0.108
O 13.096 12.267 29.3 0.117 0.136 0.106
O -1.544 5.178 29.623 -0.164 -0.066 0.272
O -1.177 0.319 30.639 0.121 0.051 -0.028
O 3.835 0.62 27.498 0.236 0.099 -0.117
O 2.171 7.908 30.651 0.005 0.009 -0.001
O 5.37 12.386 27.673 -0.063 -0.059 -0.093
O -6.187 13.303 23.685 0.052 -0.166 -0.099
O -1.524 13.877 24.768 -0.1 -0.123 0.004
O -1.953 12.357 26.918 -0.182 0.227 0.121
O -2.14 20.146 27.436 0.059 0.141 -0.255
O 1.124 16.504 32.107 0.244 0.061 0.052
O 5.001 4.144 32.535 0.248 -0.095 -0.114
O 0.287 7.006 28.961 0.013 -0.024 0.08
O 9.462 7.701 27.44 -0.179 -0.003 -0.056
O 9.378 12.461 26.12 -0.165 0.08 -0.217
O 6.393 10.823 25.738 0.099 0.001 0.193
O 11.546 6.452 30.629 0.235 0.176 0.237
O 3.723 16.676 30.115 -0.102 -0.113 0.191
O 7.939 7.827 30.272 0.229 -0.244 0.251
O 6.463 11.741 32.166 0.145 -0.049 0.358
O 4.208 14.166 29.338 -0.135 0.118 -0.086
O 7.574 17.293 27.979 -0.118 0.095 -0.059
O 6.503 14.813 27.98 -0.146 0.188 -0.037
O 9.242 -1.113 27.947 0.051 -0.016 -0.124
O 10.916 6.763 25.49 -0.111 0.035 -0.025
O 10.073 10.402 27.729 0.194 0.157 0.228
O 19.263 6.622 28.642 0.217 0.088 0.164
O 11.823 12.275 26.947 -0.004 0.266 -0.248
O 15.493 12.139 30.287 0.149 0.047 0.174
O 14.48 14.421 28.946 0.133 0.056 0.197
O 16.077 11.437 25.045 -0.049 -0.252 -0.299
O 12.287 8.714 31.889 -0.029 -0.138 0.165
O 14.418 10.191 31.834 -0.05 -0.189 0.471
O 14.225 16.421 24.15 -0.129 -0.067 -0.318
O 11.878 14.815 28.258 0.009 0.079 -0.226
O 1.017 4.424 29.379 -0.033 -0.073 0.04
O 1.199 8.098 32.963 0.015 0.072 0.162
O 2.935 2.628 28.979 0.22 0.004 -0.137
O 2.664 3.599 31.404 0.022 -0.018 0.103
O -3.452 9.096 24.852 -0.001 0.176 -0.011
O -1.185 9.628 29.322 0.14 -0.085 -0.003
O 0.438 6.014 31.384 -0.184 -0.174 0.07
O -1.894 8.217 27.012 0.157 -0.219 -0.215
O -2.561 15.478 26.586 0.231 0.223 0.002
O 2.215 14.472 31.107 0.001 -0.12 0.204
O -3.28 10.196 27.715 -0.183 -0.085 0.075
O -1.109 12.082 35.097 -0.324 0.117 0.06
O 6.875 5.288 29.341 0.058 -0.087 0.139
O 2.232 4.653 24.007 0.058 0.246 -0.113
O 7.828 2.909 29.788 -0.026 -0.097 0.193
O 7.795 -0.709 30.1 -0.088 -0.062 0.284
O 1.865 12.606 25.924 0.186 0.2 0.01
O 1.926 9.044 28.096 -0.063 -0.145 -0.026
O 12.319 4.2 29.435 -0.107 -0.228 0.183
O 13.485 9.324 34.218 -0.221 0.138 0.473
O 8.481 13.412 31.414 -0.043 0.076 0.132
O 2.02 15.375 28.575 0.099 -0.012 -0.022
O 6.419 12.98 29.91 -0.07 -0.222 -0.039
O 1.839 9.931 25.529 -0.148 -0.117 -0.304
O 14.529 7.537 32.532 -0.139 -0.103 -0.089
O 9.575 4.845 29.964 0.056 -0.113 0.141
O 13.801 -2.672 34.004 -0.338 -0.061 0.099
O 12.57 0.832 31.178 -0.326 -0.249 0.449
O 12.96 8.199 29.325 -0.173 -0.11 -0.041
O 9.671 7.762 32.47 0.207 0 0.184
O 15.224 5.12 33.68 0.134 0.1 -0.079
O 16.271 0.24 34.52 -0.088 -0.035 -0.398
O 10.325 14.999 30.409 0.039 0.167 -0.038
O 7.671 9.472 28.156 -0.053 0.109 0.035
O 16.967 10.218 31.379 0.266 0.125 -0.01
O 22.533 9.822 30.188 0.168 0.13 0.121
Si 0.001 0.067 5.361 0.032 -0.06 -0.095
Si 2.839 2.701 5.548 -0.005 0.106 -0.046
Si 0.041 5.494 5.475 0 0.024 0.018
Si 2.74 8.224 5.544 0.065 -0.005 0.041
Si 0.008 10.967 5.51 -0.07 -0.066 -0.021
Si 2.76 13.716 5.461 -0.015 0.011 -0.035
Si 5.552 0.019 5.439 0.035 0.074 0.016
Si 8.3 2.715 5.422 0.01 0.019 -0.11
Si 5.578 5.423 5.536 -0.017 0.002 -0.012
Si 8.275 8.187 5.539 -0.033 0.075 0.067
Si 5.456 10.991 5.573 -0.037 -0.006 0.041
Si 8.222 13.761 5.426 0.088 0.005 -0.022
Si 10.972 0.037 5.348 -0.013 -0.002 -0.11
Si 13.71 2.774 5.332 -0.004 -0.001 -0.017
Si 11.022 5.455 5.385 0.026 0.023 0.008
Si 13.677 8.275 5.552 0.101 0.041 0.015
Si 10.956 11.026 5.484 0.066 0.044 -0.012
Si 13.692 13.712 5.449 0.057 0.047 -0.041
Si 1.38 1.352 6.814 0.021 0.003 -0.011
Si 4.179 4.085 6.896 0.047 -0.052 0.011
Si 1.369 6.845 6.884 -0.056 0.075 -0.013
Si 4.099 9.589 6.907 0 -0.012 -0.022
Si 1.379 12.353 6.841 -0.025 0.044 -0.032
Si 4.148 15.073 6.811 -0.004 -0.066 -0.031
Si 6.906 1.381 6.814 -0.015 -0.039 -0.019
Si 9.646 4.098 6.788 0.012 -0.025 -0.033
Si 6.889 6.83 6.895 -0.02 0 -0.006
Si 9.616 9.612 6.855 0.01 -0.101 -0.014
Si 6.874 12.379 6.841 -0.01 -0.059 -0.017
Si 9.607 15.108 6.785 -0.126 0.034 0.002
Si 12.343 1.394 6.727 -0.004 0 -0.001
Si 15.049 4.104 6.788 0.029 -0.019 -0.055
Si 12.31 6.836 6.831 0.032 -0.017 -0.054
Si 15.056 9.612 6.898 -0.008 -0.013 -0.005
Si 12.333 12.362 6.847 -0.049 -0.026 0.015
Si 15.067 15.092 6.782 -0.034 0.005 -0.003
Si 0.005 2.728 8.165 0.001 0.029 0.004
Si 2.748 -0.005 8.187 -0.021 -0.032 0.006
Si -0.009 8.207 8.239 -0.014 -0.022 0.013
Si 2.755 5.455 8.214 0.051 0.053 -0.003
Si -0.004 13.712 8.19 0.04 -0.017 -0.004
Si 2.709 10.962 8.227 0.014 -0.044 0.004
Si 5.525 2.699 8.228 -0.027 0.045 0.016
Si 8.24 0.019 8.194 0.043 0.034 0.016
Si 5.474 8.193 8.231 0.011 0.033 0.011
Si 8.258 5.428 8.203 -0.004 0.044 -0.005
Si 5.48 13.705 8.205 0.041 0.052 0.007
Si 8.211 10.965 8.199 -0.018 -0.001 -0.007
Si 10.984 2.718 8.157 -0.016 0.026 0.005
Si 13.677 0.028 8.148 0.046 0.001 -0.008
Si 10.95 8.202 8.208 0.004 0.06 0.017
Si 13.681 5.456 8.176 -0.004 0.037 0.001
Si 10.94 13.719 8.182 0.027 -0.031 -0.006
Si 13.668 10.974 8.229 0.046 0.014 0.018
Si 1.368 4.079 9.556 -0.022 0.003 -0.006
Si 4.109 1.349 9.57 0.016 -0.001 0.008
Si 1.346 9.58 9.592 -0.016 -0.015 -0.003
Si 4.094 6.826 9.594 -0.008 -0.004 0.009
Si 1.377 15.046 9.565 0.024 -0.011 0.016
Si 4.095 12.329 9.559 -0.008 -0.037 -0.009
Si 6.872 4.079 9.586 -0.002 -0.024 -0.001
Si 9.606 1.375 9.555 -0.035 -0.014 -0.002
Si 6.832 9.586 9.564 -0.008 -0.027 0.007
Si 9.585 6.821 9.571 -0.037 -0.001 -0.002
Si 6.85 15.064 9.56 -0.024 -0.039 -0.006
Si 9.578 12.332 9.557 -0.001 -0.023 -0.008
Si 12.324 4.084 9.542 0.008 0.003 -0.015
Si 15.043 1.367 9.541 -0.006 -0.014 0.002
Si 12.307 9.572 9.575 -0.005 -0.065 0.007
Si 15.023 6.817 9.571 0.02 0.007 0.006
Si 12.322 15.063 9.549 -0.06 0.004 -0.004
Si 15.043 12.335 9.577 -0.061 -0.001 0.007

Results
total energy: -115450.307 eV
total energy less fixed offsets of O -438.04, Si -107.15 eV per atom: 4.433 eV
